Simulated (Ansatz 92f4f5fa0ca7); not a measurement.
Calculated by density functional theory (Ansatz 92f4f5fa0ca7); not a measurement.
Periodic cell of 218 atoms, Si134O84, from a study of silicon, its oxide and their interface. The atomic structure is a simulated model.

Settings: functional PBE; potential files Ansatz PAW; basis plane waves; wave-function cutoff 700 eV; density cutoff ratio 5; exchange-correlation grid ratio 1; k mesh 2 x 2 x 1, shifted by 0.5 0.5 0.5 of a step; self-consistency stop 5e-08 eV per atom in the density residual; occupations fixed; spin none; net charge 0.

Cell vectors (angstrom)
a, 10.938, 0, 0
b, 0, 10.938, 0
c, 0, 0, 31.5809

Atoms and the computed forces on them: element, x, y, z (angstrom), force x, y, z (eV/angstrom)
Si, 0.5636, -0.466, 24.3538, 0.0248, -0.0272, 0.0477
Si, 5.9511, -0.4242, 24.3654, 0.014, -0.0465, 0.0415
Si, 2.326, 3.3584, 24.0666, -0.0094, 0.0068, 0.0123
Si, 7.5808, 3.4026, 24.1757, -0.0421, 0.0057, 0.0455
Si, 0.6094, 5.2203, 23.899, -0.0043, -0.0134, 0.0132
Si, 5.7784, 5.0936, 24.0395, 0.0032, -0.0127, 0.0116
Si, 2.4655, 8.8662, 24.3469, -0.0223, -0.0045, 0.0408
Si, 7.6397, 8.7557, 24.1175, -0.0198, 0.0123, 0.0362
Si, 1.3945, 1.505, 25.3765, 0.0253, -0.0042, -0.0357
Si, 6.8646, 1.4805, 25.4355, -0.0042, -0.0117, -0.0339
Si, 4.0854, 4.165, 25.429, -0.0001, 0.015, -0.0277
Si, 9.6135, 4.2494, 25.1901, -0.0048, -0.0175, -0.0152
Si, 1.4565, 6.911, 25.3535, 0.0133, 0.0223, -0.033
Si, 6.7794, 6.8843, 25.3226, 0.002, -0.0122, -0.028
Si, 4.1691, 9.6905, 25.709, 0.0053, -0.004, -0.0496
Si, 9.564, 9.5595, 25.3949, -0.0136, -0.005, -0.0314
Si, 2.6967, 0.1373, 26.8596, -0.0084, 0.0356, -0.0323
Si, 8.2277, 0.0384, 26.7809, 0.0136, 0.0138, -0.0169
Si, -0.0755, 2.7944, 26.7169, -0.0023, 0.02, 0.0078
Si, 5.4106, 2.7352, 26.8026, 0.0082, 0.0097, 0.0098
Si, 2.7438, 5.5286, 26.8, -0.0216, 0.0019, -0.0027
Si, 8.2208, 5.5312, 26.7045, 0.0135, 0.0004, -0.0008
Si, -0.0252, 8.1627, 26.7657, -0.0108, 0.0036, 0.001
Si, 5.4713, 8.1505, 26.8523, 0.0288, -0.012, -0.0058
Si, 4.1018, 1.3673, 28.1626, 0.0448, 0.4168, 0.849
Si, 9.5708, 1.3673, 28.1626, 0.1057, 0.2721, -0.05
Si, 1.3673, 4.1018, 28.1626, -0.2164, 0.1417, -0.4463
Si, 6.8362, 4.1018, 28.1626, 0.0996, 0.155, -0.5801
Si, 4.1018, 6.8362, 28.1626, -0.0421, -0.1175, 0.6294
Si, 9.5708, 6.8362, 28.1626, -0.0455, -0.1185, 0.0427
Si, 1.3673, 9.5708, 28.1626, -0.2483, 0.0807, -0.3489
Si, 6.8362, 9.5708, 28.1626, 0.209, 0.0379, -0.1335
Si, 0, 0, 29.5299, 0.0517, -0.0023, -0.0288
Si, 5.469, 0, 29.5299, -0.0422, 0.0226, -0.0363
Si, 2.7345, 2.7345, 29.5299, 0.1599, -0.0449, 0.017
Si, 8.2035, 2.7345, 29.5299, 0.0354, -0.0054, -0.0519
Si, 0, 5.469, 29.5299, -0.0553, -0.0372, -0.0269
Si, 5.469, 5.469, 29.5299, -0.0329, 0.0467, -0.0021
Si, 2.7345, 8.2035, 29.5299, 0.1256, -0.0053, -0.0358
Si, 8.2035, 8.2035, 29.5299, 0.0934, 0.0785, -0.0221
Si, 1.3673, 1.3673, 30.8971, -0.0321, 0.0343, 0.0029
Si, 6.8362, 1.3673, 30.8971, 0.0001, -0.0161, -0.0129
Si, 4.1018, 4.1018, 30.8971, -0.0421, 0.0331, 0.0117
Si, 9.5708, 4.1018, 30.8971, 0.0257, -0.003, -0.0008
Si, 1.3673, 6.8362, 30.8971, -0.0404, 0.0363, -0.017
Si, 6.8362, 6.8362, 30.8971, -0.0332, -0.0102, -0.0052
Si, 4.1018, 9.5708, 30.8971, -0.0358, -0.0081, -0.0113
Si, 9.5708, 9.5708, 30.8971, -0.0551, 0.0104, 0.0091
Si, 2.7345, 0, 0.6835, 0.1303, -0.0436, -0.0065
Si, 8.2035, 0, 0.6835, -0.0202, 0.0241, 0.013
Si, 0, 2.7345, 0.6835, -0.0389, -0.0118, -0.0048
Si, 5.469, 2.7345, 0.6835, -0.0121, -0.0775, 0.0047
Si, 2.7345, 5.469, 0.6835, 0.061, 0.0351, 0.0105
Si, 8.2035, 5.469, 0.6835, 0.0612, -0.0103, -0.0084
Si, 0, 8.2035, 0.6835, 0.0557, -0.0361, 0.009
Si, 5.469, 8.2035, 0.6835, -0.032, 0.0468, -0.0043
Si, 4.1018, 1.3673, 2.0507, -0.1001, -0.0049, 0.0218
Si, 9.5708, 1.3673, 2.0507, 0.0805, 0.0361, -0.0186
Si, 1.3673, 4.1018, 2.0507, -0.0745, -0.0794, -0.015
Si, 6.8362, 4.1018, 2.0507, -0.0208, 0.0938, 0.0383
Si, 4.1018, 6.8362, 2.0507, -0.0288, -0.0289, -0.0231
Si, 9.5708, 6.8362, 2.0507, -0.124, 0.0009, 0.0322
Si, 1.3673, 9.5708, 2.0507, -0.0557, 0.0149, 0.0516
Si, 6.8362, 9.5708, 2.0507, -0.0069, -0.0524, -0.0424
Si, 0, 0, 3.418, 0.0213, 0.3033, -0.3187
Si, 5.469, 0, 3.418, 0.2093, 0.0062, 0.3727
Si, 2.7345, 2.7345, 3.418, -0.261, -0.382, -0.5317
Si, 8.2035, 2.7345, 3.418, 0.4003, -0.0195, 0.6968
Si, 0, 5.469, 3.418, -0.1016, -0.4719, 0.492
Si, 5.469, 5.469, 3.418, -0.0351, 0.0573, -0.4359
Si, 2.7345, 8.2035, 3.418, -0.0119, -0.37, 0.4808
Si, 8.2035, 8.2035, 3.418, -0.1402, -0.0271, -0.8129
Si, 1.3646, 1.3619, 4.7949, -0.0155, 0.0104, 0.0298
Si, 6.8976, 1.3391, 4.8424, 0.0176, -0.0094, -0.0823
Si, 4.1115, 4.0505, 4.6912, -0.0191, -0.0069, 0.0302
Si, 9.6331, 4.0435, 4.9512, 0.027, -0.0106, -0.0339
Si, 1.3692, 6.744, 4.8422, 0.0109, -0.0301, -0.0628
Si, 6.8605, 6.8288, 4.7186, -0.0053, 0.0034, 0.039
Si, 4.1277, 9.5403, 4.7995, 0.0018, -0.0055, -0.0758
Si, 9.5508, 9.5719, 4.6879, -0.0116, 0.0165, 0.0346
Si, 2.6958, -0.073, 6.1095, -0.0117, 0.0197, 0.014
Si, 8.2821, -0.094, 6.2073, 0.001, -0.0113, 0.0083
Si, 0.1313, 2.5701, 6.4649, 0.0195, -0.0139, -0.0467
Si, 5.4584, 2.7429, 6.0868, -0.0109, 0.0317, 0.0222
Si, 2.7125, 5.2076, 6.1647, -0.0054, -0.0177, 0.0115
Si, 8.1507, 5.5121, 6.1793, -0.016, 0.0228, -0.0186
Si, -0.1335, 8.1502, 6.0263, -0.0212, 0.012, 0.0253
Si, 5.5083, 8.1442, 6.1258, 0.0163, -0.0085, 0.0079
Si, 3.8512, 1.569, 7.3358, -0.0132, 0.0093, 0.0398
Si, 10.1779, 0.5623, 7.5219, 0.0239, -0.0542, 0.0619
Si, 2.1193, 3.3472, 7.7145, 0.0798, -0.0149, 0.0631
Si, 6.2537, 4.6328, 7.2817, -0.0449, 0.0585, 0.0426
Si, 4.4497, 6.3316, 7.2066, 0.0024, -0.044, 0.0413
Si, 9.0139, 7.3731, 7.4019, -0.0173, 0.0646, 0.0468
Si, 1.0128, 9.6962, 7.3201, -0.0284, -0.0088, 0.0466
Si, 7.1814, 9.1638, 7.4801, 0.0226, -0.013, 0.0435
O, 6.537, 9.8124, 8.9125, -0.01, -0.0037, -0.0347
O, 2.0957, 3.6495, 9.3969, -0.0076, -0.0142, -0.0358
O, 1.553, 8.7032, 8.5755, 0.0023, 0.0048, -0.0087
O, -0.0495, -0.6839, 11.1355, 0.0083, 0.0229, 0.0128
O, 9.7316, 6.9759, 8.8453, -0.0108, -0.0141, -0.0068
O, 4.69, 0.8174, 8.5702, -0.0037, -0.0146, 0.0137
O, 3.6404, 6.7646, 8.5971, 0.0102, 0.0238, -0.015
O, 9.6557, 0.6284, 9.1162, 0.0141, 0.0082, -0.0138
O, 5.3873, -0.2937, 22.8041, -0.035, -0.0124, -0.0163
O, 7.5292, 3.0326, 22.5669, -0.0008, 0.0095, 0.0008
O, 3.0042, 3.0452, 22.5508, -0.0091, -0.0019, -0.0081
O, 5.2945, 5.2739, 22.4332, 0.003, -0.004, 0.0104
O, 7.5891, 8.4103, 22.4784, 0.0019, 0.0188, 0.0004
O, 1.6759, 3.7795, 19.2642, 0.0195, 0.0202, -0.0196
O, 3.2743, 8.8672, 22.8626, -0.0051, 0.0301, -0.005
O, 0.1324, -0.2497, 22.7859, 0.0089, 0.0113, -0.0096
Si, 1.9242, 2.7151, 10.7543, -0.0028, -0.0053, 0.0129
Si, 7.3368, 0.9349, 14.6843, -0.0033, 0.0011, -0.0029
Si, -7.248, 0.458, 11.8246, 0.0009, 0.0008, 0.0009
Si, 8.3412, 2.558, 21.2724, 0.0054, 0.007, -0.0094
Si, -3.5856, 11.3409, 19.3877, -0.0035, 0.0044, 0.0031
Si, 9.8387, 12.1557, 17.763, 0.0058, 0.0011, -0.0019
Si, 6.0582, 7.3292, 19.1558, 0.0017, -0.0021, -0.0062
Si, 5.0773, 10.4005, 9.4013, -0.0097, 0.001, 0.0119
Si, 8.1507, 4.7598, 13.9087, 0.0046, 0.0013, -0.0011
Si, 1.4238, 6.6262, 21.2182, 0.0042, 0.0077, -0.0113
Si, 5.3752, 5.1381, 12.6508, 0.0064, 0.006, -0.004
Si, -1.0989, 9.9158, 14.5658, 0.0003, 0.0018, -0.0004
Si, 9.5929, 6.4581, 10.3708, 0.0001, 0.0026, 0.0197
Si, -2.5937, 14.0955, 16.3732, 0.0008, 0.005, 0.0012
Si, 2.891, 8.0452, 9.2687, 0.0032, -0.012, 0.0071
Si, 7.1975, 4.3776, 10.3169, -0.0091, -0.0112, 0.0229
Si, -0.5845, 0.7531, 10.581, 0.0029, 0.0038, 0.0191
Si, 4.3661, 5.6322, 21.1295, -0.0059, -0.0012, 0.0018
Si, 0.9805, 5.0747, 18.5649, -0.0083, 0.001, -0.0044
Si, 1.3875, 6.9224, 11.7942, -0.0047, -0.0041, -0.0016
Si, 0.0208, 8.9816, 20.201, -0.001, 0.0031, -0.0039
Si, 5.0434, 6.8411, 16.4629, 0.0036, -0.0017, -0.0021
Si, -6.13, 10.0617, 19.0888, -0.0087, 0.0059, -0.0012
Si, -2.7615, 2.3179, 12.1941, -0.0037, 0.0006, -0.0087
Si, -2.5077, 7.6763, 12.8008, 0.0004, -0.002, -0.0126
Si, 4.6358, 10.5839, 14.4165, 0.0001, 0.0031, -0.002
Si, -1.6026, 14.6533, 18.9521, -0.0048, 0.0042, 0.0037
Si, 3.2634, 3.4139, 19.1362, 0.0003, -0.0037, -0.0023
Si, 3.1782, 9.4465, 16.7709, -0.0064, 0.0084, 0.001
Si, 2.5336, 4.3931, 13.2339, -0.0034, -0.0012, 0.0004
Si, 2.9595, 4.5338, 16.3555, -0.0021, -0.0027, -0.0055
Si, 2.627, 1.8711, 21.4736, -0.0013, -0.0164, 0.0012
Si, 0.1829, 9.5207, 17.2099, -0.0015, -0.001, -0.0019
Si, 4.0009, -0.8103, 22.1179, 0.0041, 0.015, -0.0104
Si, 10.8614, 0.726, 21.521, -0.0024, -0.0029, 0.0017
Si, 0.8996, -1.0746, 12.4178, -0.0008, -0.003, -0.0012
Si, 8.0587, 8.5805, 20.9259, -0.0022, 0.0033, 0.0016
Si, -5.373, 7.8212, 13.724, -0.0012, -0.0018, -0.0028
O, -4.0537, 8.1409, 12.8541, -0.0006, -0.0105, 0.0168
O, 9.6549, 8.3713, 20.932, -0.0067, 0.0208, -0.0205
O, -4.8075, -0.0975, 15.0038, -0.0083, 0.0111, -0.0173
O, 7.4967, -3.5272, 19.9188, -0.0064, 0.021, 0.0056
O, -0.0605, 8.684, 18.5879, 0.0002, 0.0242, -0.0012
O, 1.6617, 3.4552, 12.1997, 0.0131, -0.0057, -0.0108
O, -4.2859, 4.2073, 8.8224, 0.0137, -0.0072, -0.0212
O, -3.5707, 1.7842, 20.2376, 0.023, -0.0053, 0.0015
O, 10.0606, 9.1947, 16.0195, 0.0119, 0.0224, -0.0046
O, -0.8057, 2.2626, 18.9859, -0.0252, 0.0111, -0.032
O, 1.1517, 6.2526, 19.6528, 0.0075, -0.0205, 0.0085
O, 8.4404, 0.4222, 18.1506, 0.0029, 0.0171, 0.0235
O, 3.3769, 2.0217, 20.0125, -0.0138, 0.0043, 0.0325
O, 5.9525, 6.4474, 17.7776, -0.0174, 0.0108, -0.0055
O, 1.996, 5.9073, 12.9215, -0.0021, -0.0118, -0.0107
O, 0.2745, 10.4663, 13.827, -0.0119, -0.0169, -0.0139
O, 0.6459, 1.7881, 10.4205, -0.0069, -0.0103, 0.0201
O, 6.0691, -5.7427, 11.1749, 0.0142, -0.0195, 0.0102
O, 4.3528, -1.1888, 20.5999, -0.0082, 0.0235, 0.0215
O, -1.4815, 12.4249, 21.7607, -0.0002, -0.0071, 0.0042
O, 1.7265, 5.3317, 17.1234, 0.0127, -0.0284, 0.0158
O, 11.9466, 12.8512, 21.3429, 0.0197, -0.0229, 0.0038
O, 3.5264, 3.426, 17.4913, -0.0115, 0.0268, 0.006
O, 12.1665, 8.2626, 21.061, 0.0037, 0.0041, 0.0112
O, 3.5822, 10.54, 15.6387, 0.0088, -0.0195, -0.0012
O, 3.4561, -0.765, 18.2034, 0.0337, -0.0254, -0.0103
O, 0.4474, 5.8929, 22.3423, 0.0177, -0.016, 0.0127
O, 4.215, 5.5122, 16.0203, -0.0059, 0.0102, 0.0184
O, 4.2031, 4.4614, 19.9819, -0.0236, -0.0029, 0.0093
O, 7.3379, 2.8719, 10.9195, 0.0184, 0.0187, 0.0216
O, 7.1976, -8.751, 15.7359, 0.0249, -0.0062, -0.0144
O, 2.3915, 10.4181, 12.0569, -0.0042, 0.0067, 0.0012
O, 8.662, 5.1083, 10.3744, 0.0035, 0.016, 0.0055
O, 4.0907, 15.0953, 12.7641, -0.019, 0.0049, 0.0146
O, -2.0857, 7.6247, 11.2352, 0.0123, -0.0285, 0.0115
O, 4.5916, 9.1103, 13.7124, 0.016, 0.0104, 0.0141
O, 5.0095, 6.8637, 20.2931, 0.0048, -0.0054, -0.0088
O, -1.6173, 1.3054, 11.6926, 0.0039, 0.008, -0.0149
O, 4.2228, 0.7933, 13.3359, 0.003, -0.0267, 0.0004
O, 6.0023, 7.3438, 15.2368, -0.0314, -0.0007, -0.0066
O, -2.2244, 6.2177, 13.4806, -0.0186, -0.0019, -0.0083
O, 9.6917, 13.1521, 16.4573, -0.0237, -0.0017, 0.0196
O, 5.8076, 11.3222, 18.8531, -0.0031, -0.0196, 0.004
O, -5.2225, 8.8111, 18.6057, -0.024, -0.0054, 0.0079
O, 4.7789, 6.6136, 12.9871, 0.025, -0.0012, 0.0207
O, 4.9552, 10.743, 11.0018, -0.0072, 0.0131, -0.0049
O, 8.8839, 3.9165, 20.5056, -0.0049, -0.0217, -0.0124
O, -2.8861, 3.6354, 17.9194, 0.0369, -0.0113, -0.0078
O, -2.3992, 4.4904, 15.4653, -0.0187, -0.0266, -0.013
O, 7.1633, 1.5008, 13.1663, 0.0268, 0.0086, 0.0185
O, 2.9169, 6.155, 21.67, 0.0025, -0.0127, -0.0152
O, 3.2426, 12.7124, 10.9764, -0.0196, 0.0024, 0.011
O, -2.1662, 11.1198, 14.801, -0.007, -0.0104, -0.0086
O, 0.9036, 8.2478, 12.6022, 0.0076, 0.0084, -0.0141
O, 0.1392, 6.1875, 11.0075, -0.0029, 0.0192, 0.0036
O, -3.2756, 10.0664, 20.3653, 0.0096, -0.0076, -0.0082
O, 0.1201, 0.1989, 17.4824, -0.0215, -0.0182, -0.0032
O, 3.9449, 8.0192, 16.6913, 0.0163, 0.0054, 0.0018
O, 0.0246, 10.6183, 20.2708, -0.0023, -0.0085, 0.0156
O, -1.6866, 8.8001, 13.5777, -0.0003, 0.0071, 0.0127
O, -9.3194, -1.8326, 16.6129, 0.0026, 0.0138, 0.0152
O, 2.504, 7.4558, 10.7336, -0.0215, 0.0066, -0.0015
O, 2.4274, 14.9714, 14.8601, 0.0126, 0.0179, -0.0087
O, 3.9665, 9.2482, 9.1739, 0.0157, 0.0135, 0.0039
O, 8.8434, 3.5782, 13.0093, -0.0322, -0.0053, 0.0007
O, 13.9016, 0.4367, 22.1395, 0.0382, -0.0046, -0.0085
O, -0.6177, 15.8036, 18.3697, 0.0149, -0.0234, 0.0126
O, 6.525, 4.6875, 13.7241, 0.01, 0.0109, -0.015

Results
free energy: -132972.740 eV
free energy less fixed offsets of O -569.03, Si -635.61 eV per atom: -2.480 eV

The program warned: the cutoff lies below the one the program advises for these potential files; the forces do not sum to zero within the program's tolerance; the exchange-correlation potential is rough where the density is thin.
